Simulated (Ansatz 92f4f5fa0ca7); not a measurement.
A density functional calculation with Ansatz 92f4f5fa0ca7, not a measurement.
Periodic cell of 226 atoms, Si133O92As1, from a study of silicon, its oxide and their interface. The atomic structure is a simulated model.
Doubt: the cutoff is far below the 930 eV that the study's wrapper takes by default for these files, so forces and energies are approximate.

Settings
functional: PBE
potential files: Ansatz PAW
basis: plane waves
wave-function cutoff: 580 eV
density cutoff ratio: 5
exchange-correlation grid ratio: 1
k mesh: 1 x 1 x 1, Gamma-centred
self-consistency stop: 5e-08 eV per atom in the density residual
occupations: fixed
spin: none
net charge: +1 e, with a uniform compensating background and no finite-size correction

Cell vectors (angstrom)
a, 10.938, 0, 0
b, 0, 10.938, 0
c, 0, 0, 31.9494

Atoms and the computed forces on them: element, x, y, z (angstrom), force x, y, z (eV/angstrom)
Si, 10.5914, 0.0898, 24.3634, 0.0014, 0.0142, 0.0015
Si, 5.0021, 0.1824, 24.587, 0.0122, 0.0094, 0.03
Si, 2.7888, 2.4648, 24.4845, 0.0328, 0.0125, 0.0251
Si, 8.5264, 2.5186, 24.5723, 0.008, 0.026, 0.0068
Si, 10.4887, 5.684, 24.4681, 0.1419, -0.1383, -0.2408
Si, 5.1098, 5.6448, 24.423, -0.0062, 0.0328, 0.0252
Si, 2.9029, 7.9739, 24.3995, 0.0091, -0.0062, 0.0385
Si, 8.2653, 8.0003, 24.5401, -0.0014, 0.1059, 0.0336
Si, 1.2409, 1.2546, 25.7983, 0.002, -0.011, 0.0184
Si, 6.7597, 1.3695, 25.7508, -0.015, 0.003, -0.0029
Si, 3.9659, 4.0836, 25.7961, -0.0079, -0.0133, 0.0151
Si, 9.5431, 4.0903, 26.0005, 0.0396, 0.0043, -0.0218
Si, 1.2549, 6.8412, 25.7452, 0.0006, -0.0017, -0.0123
Si, 6.6952, 6.7827, 25.8217, -0.0147, -0.0009, 0.0122
Si, 3.933, 9.517, 25.9367, 0.013, 0.004, 0.0093
Si, 9.4442, 9.5829, 25.8504, -0.0092, -0.023, 0.0165
Si, 2.571, -0.0477, 27.2425, -0.0059, 0.0157, -0.0243
Si, 8.0846, 0.021, 27.1836, 0.0122, -0.0062, -0.0015
Si, 0.0119, 2.7096, 27.2353, -0.0074, 0.0266, -0.0196
Si, 5.4165, 2.7709, 27.1321, -0.0004, -0.002, 0.0005
Si, 2.6154, 5.478, 27.1436, 0.0051, -0.0053, -0.0014
Si, 8.0726, 5.4439, 27.2221, 0.005, 0.0016, -0.0151
Si, -0.0487, 8.2384, 27.1559, -0.0101, 0.0109, 0.0072
Si, 5.4091, 8.2047, 27.2126, -0.001, 0.0084, -0.0109
Si, 4.0319, 1.3769, 28.5139, 0.0095, 0.006, 0.0046
Si, 9.4891, 1.3779, 28.5698, -0.0056, 0.0012, 0.0004
Si, 1.3364, 4.1156, 28.6019, 0.0002, -0.0022, -0.0005
Si, 6.7264, 4.1006, 28.6042, -0.0101, -0.0051, 0.0109
Si, 4.005, 6.8357, 28.5554, 0.0055, -0.0049, -0.0101
Si, 9.4969, 6.8535, 28.5308, 0.0012, 0.0082, -0.0077
Si, 1.2485, 9.5617, 28.6417, -0.0084, -0.0163, 0.0119
Si, 6.7662, 9.5886, 28.5909, 0.003, -0.0027, 0.0024
Si, -0.0834, 0.036, 29.963, -0.0062, -0.0051, -0.0001
Si, 5.402, 0.0425, 29.9159, -0.0057, 0.002, 0.0004
Si, 2.7233, 2.7595, 29.9225, 0.0002, 0.0096, 0.0012
Si, 8.1443, 2.7694, 29.9265, 0.0012, -0.0051, 0.0005
Si, -0.0628, 5.5017, 29.9133, -0.0041, -0.0097, -0.0029
Si, 5.3893, 5.5026, 29.9385, -0.001, -0.0009, 0.0023
Si, 2.6758, 8.22, 29.9415, -0.0013, 0.0064, -0.0007
Si, 8.1647, 8.2346, 29.9178, 0.0014, 0.0002, -0.0029
Si, 1.3321, 1.4193, 31.2978, 0.0014, -0.001, -0.0073
Si, 6.7795, 1.4117, 31.3018, 0.0024, 0.0005, -0.0091
Si, 4.0583, 4.1261, 31.3257, -0.0008, -0.0068, -0.0092
Si, 9.5141, 4.1424, 31.3006, 0.0021, 0.0014, -0.0059
Si, 1.3055, 6.8655, 31.311, 0.0067, 0.0012, -0.0092
Si, 6.786, 6.8857, 31.2935, -0.0009, -0.0018, -0.0045
Si, 4.049, 9.612, 31.3025, 0.0006, 0.0012, -0.008
Si, 9.5084, 9.5918, 31.3286, 0.0026, 0.003, -0.0109
Si, 2.7065, 0.0629, 0.7143, -0.003, -0.0037, 0.0057
Si, 8.165, 0.0619, 0.7022, -0.0013, 0.0029, 0.0079
Si, -0.0222, 2.8022, 0.7094, -0.0025, 0.001, 0.0082
Si, 5.446, 2.7922, 0.7395, -0.0015, 0.0021, 0.0053
Si, 2.6943, 5.5129, 0.707, -0.001, 0.0008, 0.0083
Si, 8.1735, 5.5407, 0.7059, -0.002, -0.0013, 0.0061
Si, -0.027, 8.2577, 0.7405, -0.0011, 0.0029, 0.0051
Si, 5.4427, 8.2722, 0.7175, 0.0006, -0.0004, 0.0057
Si, 4.0753, 1.4219, 2.1091, 0.0001, 0.0006, 0.0004
Si, 9.5728, 1.4021, 2.068, -0.0048, 0.0007, 0
Si, 1.3265, 4.1854, 2.0994, 0.0046, -0.0007, -0.0001
Si, 6.8167, 4.1919, 2.0881, 0.003, 0.0011, 0.0023
Si, 4.0647, 6.8913, 2.0689, -0.0005, -0.0028, 0.0013
Si, 9.5478, 6.8858, 2.1118, -0.0017, -0.0022, 0.0002
Si, 1.3452, 9.6543, 2.101, 0.0041, 0.0025, -0.0012
Si, 6.8096, 9.6641, 2.088, 0.0036, 0.0045, 0.0004
Si, 0.0039, 0.0825, 3.4984, 0.0011, -0.0012, 0.0053
Si, 5.4652, 0.0801, 3.4857, 0.0004, -0.0015, -0.0062
Si, 2.6942, 2.8134, 3.4307, -0.0032, 0.0012, -0.0046
Si, 8.2376, 2.8207, 3.3702, 0.0061, 0.001, -0.0175
Si, 0.0044, 5.5587, 3.5076, 0.0013, 0.0031, 0.0031
Si, 5.4496, 5.5714, 3.4526, -0.0026, -0.0005, -0.0071
Si, 2.7189, 8.2763, 3.4247, -0.0023, 0.0022, -0.0046
Si, 8.22, 8.3311, 3.4182, 0.0065, 0.0066, -0.0094
Si, 1.3613, 1.4931, 4.8762, -0.0026, -0.0049, 0.0014
Si, 6.9034, 1.5064, 4.7637, 0.0033, -0.008, 0.0092
Si, 4.0503, 4.183, 4.7871, -0.0034, 0.0019, 0.0101
Si, 9.5878, 4.107, 4.8156, 0.0014, 0.0007, 0.0081
Si, 1.3574, 7.0041, 4.8777, 0.0011, -0.0078, 0.009
Si, 6.8233, 7.0246, 4.7627, -0.0039, 0.0011, 0.0087
Si, 4.0855, 9.599, 4.8206, -0.0023, -0.0035, 0.0051
Si, 9.6086, 9.6115, 4.8756, -0.0039, 0.0063, 0.0009
Si, 2.7495, 0.0657, 6.1441, 0.0017, 0.0053, -0.0148
Si, 8.2833, 0.1455, 6.1234, 0.0008, 0.0005, -0.0193
Si, 0.0076, 2.828, 6.3363, -0.0027, 0.0032, -0.0117
Si, 5.5083, 2.8673, 6.0903, -0.0051, 0.005, -0.0132
Si, 2.7444, 5.6116, 6.1597, 0.0015, 0.002, -0.021
Si, 8.2435, 5.6267, 5.9687, 0.0049, -0.0022, -0.0151
Si, 0.0423, 8.3367, 6.3931, -0.0004, -0.0027, -0.0097
Si, 5.4914, 8.3317, 6.2523, -0.0002, 0.0001, -0.0158
Si, 4.4166, 1.2064, 7.344, 0.0027, -0.004, -0.0117
Si, 9.8079, 1.1675, 7.6516, 0.0038, -0.004, -0.0126
Si, 1.1773, 4.5278, 7.5492, -0.008, 0.0034, -0.0134
Si, 6.6464, 4.5632, 7.2764, -0.0102, 0.0021, -0.0046
Si, 4.3203, 6.7178, 7.5572, 0.006, -0.0114, -0.0181
Si, 9.7196, 6.6337, 7.5175, 0.0096, 0.0001, -0.0179
Si, 1.2898, 9.9714, 7.7225, -0.006, -0.0014, -0.0035
Si, 6.7164, 9.9892, 7.4611, -0.005, 0.0071, -0.009
O, 9.5323, 1.3262, 23.9913, 0.0066, -0.0172, -0.0058
O, 4.0254, 6.8241, 23.9678, 0.0231, -0.0162, -0.0044
O, 3.9551, 1.3479, 24.0717, -0.0316, -0.0112, -0.0077
O, 9.4175, 6.9115, 24.1364, -0.0026, -0.1441, 0.001
O, -0.0299, 5.5759, 8.0252, 0.0015, -0.0003, 0.0089
O, 5.5621, 0.1549, 7.9311, 0.0063, -0.0039, 0.0058
O, 0.0773, 0.1139, 8.1552, 0.0004, 0.0016, 0.0059
O, 5.5343, 5.6319, 7.8914, 0.0045, 0.0056, 0.0129
O, 7.6302, 3.9687, 8.4289, 0.0138, -0.0152, 0.0369
O, 8.6956, 7.0574, 8.7467, -0.0124, 0.0138, 0.0311
O, 2.2173, 9.4923, 9.0257, 0.0141, -0.0099, 0.0215
O, 8.8881, 1.6818, 8.9384, -0.0097, 0.0112, 0.0218
O, 7.6224, 9.4889, 8.7403, 0.0139, -0.0181, 0.034
O, 3.5682, 1.8559, 8.5746, -0.0121, 0.0166, 0.0325
O, 3.5599, 7.2305, 8.9359, -0.0091, 0.0159, 0.0306
O, 2.0615, 4.0414, 8.8541, 0.0162, -0.012, 0.0284
O, 8.0362, 3.5741, 23.4299, -0.0191, 0.0159, -0.0217
O, -0.0596, 4.8759, 23.175, -0.086, 0.1653, 0.2355
O, 1.9228, 3.098, 23.3006, 0.0109, 0.0413, -0.0546
O, 5.7574, 4.9195, 23.0982, 0.0125, -0.0161, -0.0382
O, 5.3704, 10.1085, 23.3572, 0.0253, -0.0244, -0.0521
O, 2.3589, 8.7181, 23.0451, -0.0222, 0.0184, -0.0397
O, 0.1536, 10.1422, 23.0557, 0.0073, -0.0028, -0.0234
O, 7.6253, 8.6658, 23.1875, -0.0152, 0.0086, -0.0373
Si, 8.6831, 7.5888, 18.3987, 0.0054, 0.0019, 0
Si, 8.8225, 6.2993, 13.6632, -0.0037, 0.0026, -0.0022
Si, 3.8266, 1.4835, 14.7447, -0.0018, -0.0011, -0.006
Si, 2.1585, 5.6573, 17.6873, -0.0038, 0.0065, -0.0085
Si, 2.6187, 2.8973, 19.2712, -0.0015, -0.0187, -0.0253
Si, 9.8247, 8.9861, 12.1013, -0.0038, -0.0052, -0.0194
Si, 1.2822, 9.443, 22.0353, -0.0026, -0.0154, 0.0784
Si, 9.1986, 0.9229, 13.1911, -0.0004, 0.0027, -0.0075
Si, 1.479, 5.0378, 12.9948, 0.007, -0.0006, -0.007
Si, 1.8116, 8.2413, 12.803, 0.0052, -0.0012, -0.0236
Si, 6.553, 9.5846, 22.3613, -0.0055, 0.0025, 0.0772
Si, 4.5458, 4.5421, 15.7437, 0.0026, 0.0068, -0.0116
Si, 8.2226, 3.0338, 9.6068, -0.0065, -0.0084, -0.0604
Si, 0.841, 8.1549, 19.2768, -0.0046, 0.0175, 0.0277
Si, 7.019, 1.3703, 21.0322, 0.0055, -0.0011, 0.0321
Si, 8.2269, 8.309, 9.7034, -0.0077, -0.0008, -0.0648
Si, 10.9998, 5.18, 15.6059, -0.0014, -0.0008, -0.0072
Si, 7.6436, 9.3825, 16.2556, -0.0022, -0.0032, -0.0057
Si, 10.0435, 2.0847, 20.2721, -0.0052, -0.0097, 0.0179
Si, 3.2346, 8.5254, 9.9188, -0.0069, -0.0039, -0.0649
Si, 6.8292, 3.2723, 17.3037, 0.0019, 0.0033, 0.0084
Si, 1.2216, 0.1452, 19.6948, -0.0092, -0.017, 0.0153
Si, 3.2589, 2.7757, 12.3112, 0.0019, 0.0005, -0.0241
Si, 7.2303, 5.2801, 19.6175, 0.0041, -0.0032, 0.0232
Si, 5.7606, 8.6402, 11.5703, 0.0022, -0.0056, -0.0303
Si, 5.8018, 6.0442, 13.2478, 0.0036, 0.0029, -0.0159
Si, 4.6921, 9.5479, 17.5507, 0.0004, -0.0061, 0.0037
As, 1.3016, 4.024, 21.8238, -0.0671, -0.0557, 0.137
Si, 5.1082, 1.3742, 18.5456, 0.007, -0.0057, 0.0066
Si, 3.1926, 3.094, 9.5508, -0.0089, -0.0031, -0.0618
Si, 6.4922, 10.788, 13.7843, -0.0032, -0.0052, -0.0103
Si, 10.3914, 0.0438, 15.9474, -0.0009, 0.005, -0.0044
Si, 5.6676, 3.6465, 11.1798, 0.0027, -0.0088, -0.0317
Si, 9.8782, 3.8608, 11.9178, -0.0079, -0.0036, -0.0242
Si, 2.3793, 9.8568, 15.5285, 0.0003, -0.0034, -0.0083
Si, 6.0867, 8.0051, 19.7535, -0.0037, 0.0082, 0.0225
Si, 6.882, 3.9773, 22.3507, 0.0103, -0.0111, 0.0777
Si, 9.8649, 2.7392, 17.2996, 0.0112, 0.0097, 0.0067
O, 7.2282, 6.3318, 14.0012, 0.0043, -0.0003, 0.0015
O, 1.8921, 6.9518, 18.7595, 0.0066, -0.0139, -0.0019
O, 10.5519, 3.9457, 16.5084, -0.004, -0.0072, 0.0031
O, 6.2208, 9.7513, 16.9796, -0.0002, -0.0005, 0.0017
O, 10.1835, 0.6465, 14.4472, 0.0044, -0.0032, 0.0093
O, 8.4579, 6.0067, 18.8008, 0.0023, 0.0038, 0.0008
O, 5.2019, 0.6316, 14.4276, -0.0038, 0.0028, 0.0016
O, 6.0665, 1.8311, 17.3154, 0.0007, 0.0007, -0.0031
O, 8.4737, 1.9499, 20.6686, -0.0051, -0.0039, 0.0032
O, 1.9784, 4.2247, 18.4911, 0.0021, 0.0071, 0.0118
O, 6.9717, 2.8104, 10.6379, -0.0151, 0.0036, 0.0161
O, 4.8926, 2.656, 12.2112, -0.0073, -0.0051, 0.0097
O, 6.0564, 4.341, 16.348, 0.0003, -0.0003, 0.0016
O, 4.5715, 3.914, 9.9512, 0.0163, 0.0012, 0.0242
O, 10.9023, 2.8306, 21.4258, 0.0001, -0.0399, -0.0632
O, 9.7798, 6.0867, 14.9833, 0.0081, -0.0049, 0.0065
O, 6.0102, 6.3684, 19.7686, 0.0028, -0.0003, -0.001
O, 4.252, 0.0519, 18.1667, 0.005, 0.0019, 0.0032
O, 9.2512, 10.5036, 12.2696, -0.0012, 0.0125, 0.0029
O, 2.9086, 4.3389, 12.6633, -0.0063, 0.0067, -0.0003
O, 1.9245, 10.6637, 21.1477, 0.0023, 0.0169, -0.0296
O, 4.1499, 2.6646, 18.7673, -0.0085, 0.0017, 0.01
O, 0.766, 9.9647, 15.9278, -0.0018, 0.0026, -0.0006
O, 1.2895, 9.6837, 18.8064, 0.0038, 0.0019, -0.0073
O, 1.8644, 1.4518, 18.9636, 0.0074, 0.0169, 0.0019
O, 8.9899, 10.2981, 16.4679, 0.0027, 0.0015, 0.0009
O, 4.8784, 8.455, 18.7522, -0.0071, 0.0067, -0.0083
O, 9.5894, 8.7069, 10.4994, 0.0177, 0.0082, 0.032
O, 6.8395, 3.9297, 18.8069, -0.0027, -0.0106, -0.0094
O, 2.8638, 1.6876, 13.422, 0.0019, -0.0075, 0.0113
O, 5.838, 8.6804, 21.2214, -0.005, -0.0212, -0.0378
O, 2.5548, 2.4116, 10.8851, -0.0012, -0.0041, 0.0347
O, 7.5837, 4.8182, 21.1492, 0.0016, 0.0097, -0.0322
O, 5.2334, 7.4551, 12.5893, -0.001, -0.0118, 0.0077
O, 0.4425, 9.0492, 12.5079, 0.0058, 0.0002, -0.0003
O, 7.6079, 1.04, 13.5675, -0.0008, -0.0005, -0.0019
O, 7.1883, 9.5833, 14.6856, 0.0039, -0.0019, 0.0047
O, 9.0053, 4.9729, 12.7217, -0.0035, 0.0113, 0.0049
O, 8.1787, 7.9253, 16.8506, -0.0024, 0.0039, -0.004
O, 6.231, 2.5491, 21.8804, 0.0021, -0.0184, -0.0305
O, 2.5041, 9.0383, 14.0732, 0.0021, 0.01, 0.0145
O, 0.4597, 4.4516, 11.8586, 0.006, 0.0044, 0.0032
O, 0.766, 8.2903, 20.9548, -0.0014, -0.0054, -0.0375
O, 9.4121, 3.8314, 10.3555, 0.0181, 0.0091, 0.0316
O, 9.6944, 2.3333, 12.5039, -0.0016, -0.0134, 0.0059
O, 7.625, 8.4476, 19.3385, 0.0101, -0.0038, -0.0002
O, 2.5535, 8.1844, 11.3452, -0.0173, -0.0029, 0.0382
O, 4.0142, 2.9981, 15.3879, 0.0007, 0.004, 0.0055
O, 0.945, 4.4935, 14.4221, -0.0057, -0.001, 0.0119
O, 10.0446, 2.9685, 18.8953, 0.0002, 0.0088, -0.0272
O, 9.1785, 7.7429, 12.96, -0.0033, -0.0113, 0.0044
O, 10.5965, 0.5534, 20.0072, 0.0081, -0.0033, -0.0019
O, 6.0346, 5.021, 11.9677, -0.0005, 0.0173, 0.0145
O, 8.3133, 2.8611, 16.81, -0.0017, 0, -0.0034
O, 3.5603, 5.384, 16.7895, 0.001, -0.0027, 0.0033
O, 4.699, 9.1015, 10.3831, 0.0149, -0.0016, 0.019
O, 1.5674, 6.6572, 13.1252, -0.0023, -0.0036, -0.0032
O, 4.7709, 5.4601, 14.3841, -0.0071, -0.0081, 0.0117
O, 2.6444, 3.1243, 20.8571, -0.0257, 0.0459, 0.0093
O, 10.5917, 1.3253, 16.93, -0.005, 0.0002, -0.0017
O, 1.0233, 6.066, 16.5714, 0.001, -0.0001, 0.0021
O, 7.3077, 10.9294, 21.8622, 0.0026, 0.0229, -0.0221
O, 6.0506, 0.9651, 19.8073, -0.0208, 0.0081, -0.0232
O, 6.0863, 10.0129, 12.3918, 0.0067, 0.0182, 0.0163
O, 2.8876, 0.4754, 15.6028, -0.0021, -0.003, 0.0021
O, 7.0577, 7.9779, 10.7903, -0.0194, 0.0004, 0.0203
O, 10.2559, 7.9074, 18.6943, -0.011, -0.0037, -0.0013
O, 3.4711, 9.0829, 16.53, 0.0007, 0.0007, 0.0001

Results
free energy: -141728.621 eV
free energy less fixed offsets of As -4856.12, O -568.88, Si -635.61 eV per atom: 0.589 eV

The program warned: the cutoff lies below the one the program advises for these potential files; the forces do not sum to zero within the program's tolerance; the exchange-correlation potential is rough where the density is thin.
